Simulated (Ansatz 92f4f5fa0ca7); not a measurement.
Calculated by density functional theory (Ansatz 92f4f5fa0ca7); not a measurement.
Periodic cell of 422 atoms, Si266O156, from a study of silicon, its oxide and their interface. The atomic structure is a simulated model.
Doubt: the cutoff is far below the 930 eV that the study's wrapper takes by default for these files, so forces and energies are approximate.

Settings
functional: PBE
potential files: Ansatz PAW
basis: plane waves
wave-function cutoff: 580 eV
density cutoff ratio: 5
exchange-correlation grid ratio: 1
k mesh: 1 x 1 x 1, Gamma-centred
self-consistency stop: 5e-08 eV per atom in the density residual
occupations: fixed
spin: none
net charge: 0

Cell vectors (angstrom)
a 15.4687 0 0
b 0 12.8259 0
c 0 0 37.1674

Atoms: element, x, y, z (angstrom)
Si -0.0246 1.1744 34.4752
Si 3.8573 1.1937 34.4595
Si 7.7207 1.1758 34.4791
Si 11.5651 1.1753 34.4721
Si 1.871 7.5736 34.5245
Si 5.7797 7.5774 34.5214
Si 9.6674 7.572 34.4905
Si 13.4684 7.5633 34.497
Si 1.9336 5.247 34.9005
Si 5.8008 5.247 34.9005
Si 9.6679 5.247 34.9005
Si 13.5351 5.247 34.9005
Si 0 11.6599 34.9005
Si 3.8672 11.6599 34.9005
Si 7.7343 11.6599 34.9005
Si 11.6015 11.6599 34.9005
Si 0 4.664 36.1372
Si 3.8672 4.664 36.1372
Si 7.7343 4.664 36.1372
Si 11.6015 4.664 36.1372
Si 1.9336 11.0769 36.1372
Si 5.8008 11.0769 36.1372
Si 9.6679 11.0769 36.1372
Si 13.5351 11.0769 36.1372
Si 0 2.332 36.5495
Si 3.8672 2.332 36.5495
Si 7.7343 2.332 36.5495
Si 11.6015 2.332 36.5495
Si 1.9336 8.745 36.5495
Si 5.8008 8.745 36.5495
Si 9.6679 8.745 36.5495
Si 13.5351 8.745 36.5495
Si 1.9336 1.749 0.6188
Si 5.8008 1.749 0.6188
Si 9.6679 1.749 0.6188
Si 13.5351 1.749 0.6188
Si 0 8.162 0.6188
Si 3.8672 8.162 0.6188
Si 7.7343 8.162 0.6188
Si 11.6015 8.162 0.6188
Si 0 5.83 1.031
Si 3.8672 5.83 1.031
Si 7.7343 5.83 1.031
Si 11.6015 5.83 1.031
Si 1.9336 12.2429 1.031
Si 5.8008 12.2429 1.031
Si 9.6679 12.2429 1.031
Si 13.5351 12.2429 1.031
Si 1.9336 5.247 2.2678
Si 5.8008 5.247 2.2678
Si 9.6679 5.247 2.2678
Si 13.5351 5.247 2.2678
Si 0 11.6599 2.2678
Si 3.8672 11.6599 2.2678
Si 7.7343 11.6599 2.2678
Si 11.6015 11.6599 2.2678
Si 1.9336 2.915 2.68
Si 5.8008 2.915 2.68
Si 9.6679 2.915 2.68
Si 13.5351 2.915 2.68
Si 0 9.328 2.68
Si 3.8672 9.328 2.68
Si 7.7343 9.328 2.68
Si 11.6015 9.328 2.68
Si -0.57 -0.1478 27.8985
Si 4.1473 -1.82 26.7085
Si 7.1992 -1.7291 26.3596
Si 11.7431 -0.103 27.6862
Si 1.3974 6.5069 27.2562
Si 5.9488 6.4754 27.3025
Si 9.0111 6.6875 27.6921
Si 13.7245 6.8858 27.6411
Si 1.673 3.4487 27.5902
Si 5.2361 3.3786 27.2809
Si 8.9739 3.9797 29.2254
Si 13.109 3.8566 27.9659
Si 0.014 10.4972 28.3625
Si 3.8395 11.3027 28.9638
Si 7.5843 11.018 28.7336
Si 11.4611 10.5023 28.3417
Si -0.2287 3.4374 29.1491
Si 3.5966 2.905 28.8441
Si 7.8813 2.1349 28.317
Si 11.2912 3.3834 29.5154
Si 1.9048 10.0914 29.6763
Si 5.694 10.1236 29.8001
Si 9.5718 10.047 29.6324
Si 13.4788 9.8879 29.4386
Si -0.1604 1.203 29.8563
Si 3.7535 0.7438 29.8749
Si 7.6245 0.4039 29.8522
Si 11.4535 1.0864 29.8676
Si 1.9205 7.7693 30.1464
Si 5.6731 7.8058 30.1517
Si 9.4954 7.7021 29.8185
Si 13.5346 7.6216 29.8997
Si 1.7876 0.6041 31.1847
Si 5.7142 0.5629 31.2459
Si 9.582 0.4942 31.1938
Si 13.4196 0.5982 31.1598
Si -0.0453 7.0432 31.2022
Si 3.81 7.0576 31.3309
Si 7.6806 7.0669 31.1736
Si 11.5161 6.9847 31.0208
Si -0.0164 4.6528 31.3968
Si 3.8573 4.7153 31.5665
Si 7.9051 4.711 31.3803
Si 11.6215 4.6386 31.5336
Si 1.795 11.1407 31.7421
Si 5.7393 11.1353 31.8699
Si 9.6659 11.0471 31.7398
Si 13.4846 11.0767 31.5577
Si 1.9028 4.1215 32.774
Si 5.8702 4.1387 32.6984
Si 9.6873 4.1252 32.8146
Si 13.5747 4.1045 32.7731
Si -0.1123 10.4654 32.885
Si 3.7591 10.4956 32.9134
Si 7.7164 10.4583 32.9197
Si 11.6154 10.4488 32.8727
Si 1.8976 1.7911 33.2315
Si 5.8093 1.8244 33.2296
Si 9.6314 1.7747 33.2134
Si 13.4958 1.7655 33.2376
Si -0.0737 8.1332 33.2909
Si 3.8132 8.1816 33.3631
Si 7.7148 8.1338 33.2859
Si 11.5679 8.0992 33.173
Si 0 2.332 3.9167
Si 3.8672 2.332 3.9167
Si 7.7343 2.332 3.9167
Si 11.6015 2.332 3.9167
Si 1.9336 8.745 3.9167
Si 5.8008 8.745 3.9167
Si 9.6679 8.745 3.9167
Si 13.5351 8.745 3.9167
Si 1.9805 6.4286 4.3123
Si 5.7859 6.4228 4.3459
Si 9.6443 6.4205 4.3136
Si 13.5581 6.4179 4.298
Si 0.0198 12.8061 4.3376
Si 3.8718 12.8156 4.3346
Si 7.7786 12.8088 4.3319
Si 11.6295 12.818 4.3099
Si 0.0466 5.8086 5.4783
Si 3.8658 5.8913 5.6511
Si 7.7197 5.9143 5.6194
Si 11.6054 5.85 5.4917
Si 1.9517 12.2271 5.6066
Si 5.8271 12.2006 5.5203
Si 9.7384 12.1699 5.5497
Si 13.543 12.1862 5.5422
Si 0.0727 3.501 5.9227
Si 3.7811 3.542 5.9398
Si 7.6676 3.5592 5.9224
Si 11.6525 3.5369 5.904
Si 2.0612 9.8832 6.0079
Si 5.8847 9.8841 6.0443
Si 9.791 9.8624 6.1081
Si 13.5729 9.844 5.9788
Si 1.9195 2.8734 7.2633
Si 5.6923 2.9606 7.1362
Si 9.6654 2.9558 6.9927
Si 13.6164 2.9191 7.0693
Si 0.0784 9.2341 7.0892
Si 3.9815 9.3045 7.3824
Si 7.8331 9.4473 7.374
Si 11.8068 9.2339 7.4378
Si 0.0414 6.9041 7.5394
Si 3.907 6.9836 7.8306
Si 7.784 7.051 7.77
Si 11.6153 6.8846 7.5967
Si 1.9388 13.3459 7.7122
Si 5.7638 13.4497 7.4942
Si 9.7082 13.4943 7.4714
Si 13.557 13.4571 7.5301
Si 1.8705 6.3749 8.9286
Si 5.9009 6.3822 9.0608
Si 9.7045 6.1909 8.8441
Si 13.572 6.2134 8.7105
Si -0.1027 12.7571 8.8357
Si 3.9501 12.738 8.9001
Si 7.7484 13.3803 8.698
Si 11.6303 13.5495 8.8454
Si 1.8627 4.0717 9.3396
Si 5.7414 4.0013 9.2605
Si 9.5955 3.864 9.1292
Si 13.5268 3.9235 9.1674
Si -0.3166 10.4449 9.0499
Si 4.0389 10.4923 9.4949
Si 8.0586 11.084 9.2552
Si 13.0368 9.5573 9.6628
Si -0.0932 3.6133 10.6173
Si 3.7654 3.3819 10.498
Si 6.9703 1.8554 11.9318
Si 11.5663 2.8907 9.9168
Si 2.2699 9.984 10.907
Si 5.6961 10.284 11.217
Si 9.8626 10.2847 11.4333
Si 12.1621 10.4638 11.5733
Si -0.463 0.6021 11.1035
Si 4.0474 1.1626 10.8981
Si 7.6337 2.7176 9.9006
Si 11.9605 -0.1461 11.0078
Si 1.3585 7.2025 11.1189
Si 6.1876 7.1257 11.3407
Si 9.2301 7.3277 11.7454
Si 13.6987 7.4986 10.641
O 13.412 13.3442 11.5014
O 5.5021 14.0022 11.6968
O 5.6095 -1.2504 26.1572
O 13.3542 0.1869 27.3457
O 2.3674 8.4383 11.4426
O 7.7051 6.7272 11.8982
O 7.4964 6.9855 27.0781
O -0.2087 6.7733 27.0741
O 6.9723 2.94 13.1784
O 2.8913 13.4634 11.9646
O 9.2234 11.2079 12.6234
O 13.143 10.2232 12.9628
O 11.4194 4.8927 13.06
O 5.0228 6.3521 12.2018
O 10.2794 7.1777 13.0084
O 3.7266 3.7675 12.1313
O 9.594 10.9179 9.9226
O 5.5764 11.1047 12.6402
O 7.1006 10.7727 10.552
O 15.1276 4.556 11.9864
O 7.9667 13.4535 12.2812
O 9.0279 21.731 11.4896
O 1.7248 6.12 12.293
O 0.4083 12.5637 12.1843
O 12.839 7.7617 26.5742
O 2.8417 -1.1686 25.9629
O 10.8361 0.1997 26.3102
O 4.9221 6.9466 26.1129
O 7.4023 9.6511 25.5748
O 1.6032 2.4227 26.2859
O 11.0308 9.6223 26.9873
O 4.1118 9.3701 26.637
O 10.1596 7.1334 26.6016
O 21.3582 -7.9616 27.4767
O 4.7156 3.1451 25.7289
O -2.5275 5.4725 27.7662
O 0.4276 -0.082 26.5536
O 2.2569 7.4344 26.2471
O 0.6201 10.1518 26.7803
O 13.0833 3.388 26.3535
Si 8.2214 10.8193 16.0204
Si 15.7319 -0.4482 20.4546
Si 8.3043 3.2632 14.0926
Si 8.0984 2.0454 23.4268
Si 16.9442 5.7222 21.8182
Si 13.5768 3.5339 24.8113
Si 13.2005 10.9374 14.4287
Si 3.1379 3.3073 22.4881
Si 10.5548 12.3279 15.2563
Si 0.6995 5.1411 13.1137
Si 7.2391 7.9984 16.9294
Si 14.551 13.1358 15.8275
Si 4.4749 -4.0236 15.5571
Si 7.4014 8.9535 24.0908
Si 9.3716 12.8197 12.7383
Si 11.3172 8.2335 26.1982
Si 12.0707 4.3757 20.8982
Si 0.0546 9.6295 19.065
Si 2.0292 -0.2483 15.9271
Si 10.5013 9.1403 23.3012
Si 11.0627 12.0241 22.0958
Si -1.5234 5.9495 15.0448
Si 5.5756 3.4023 24.3691
Si 7.9377 8.5166 19.7894
Si -1.2671 5.4495 22.7164
Si 11.5792 4.015 17.9948
Si 7.2979 5.5462 15.4193
Si 3.7158 8.013 25.84
Si 1.1159 2.4181 24.726
Si 1.9369 12.3567 12.6987
Si 11.1685 3.3082 13
Si -3.4734 14.8645 22.5352
Si 8.7999 3.1165 19.1265
Si 1.2015 11.4268 25.9048
Si 6.9683 2.8405 16.6292
Si 4.4932 1.3173 15.4286
Si 12.922 9.709 17.2615
Si 2.8886 13.3254 21.0487
Si 4.7657 6.3896 13.8136
Si 12.9604 2.9333 15.4154
Si 13.0288 6.7201 17.77
Si 1.1538 -0.4249 23.2061
Si -2.5242 0.3235 20.3369
Si 3.6779 7.5665 22.8951
Si 9.3003 0.661 25.9185
Si -3.4035 12.5059 17.6577
Si 2.5603 9.8839 17.6217
Si 8.2823 4.7337 21.7946
Si 7.4233 11.4487 18.7775
Si 5.6557 11.4035 14.2406
Si 11.7555 6.4618 13.0399
Si 3.265 3.7925 13.6903
Si 5.7277 9.3537 21.719
Si -0.745 7.0361 20.4435
Si 10.2399 6.9172 21.2393
Si 4.6247 11.2822 19.5656
Si 6.2478 6.0408 23.4447
Si 8.6723 0.5235 20.7843
O 12.2894 3.7146 19.4278
O 11.3719 5.8594 20.6751
O 14.1256 6.5427 16.5535
O 11.8809 2.5756 14.2584
O 8.0802 11.7986 17.3275
O 5.8183 11.353 18.4531
O 6.8311 5.4417 22.0363
O 12.6838 6.7583 14.3628
O 11.8593 5.5829 17.5899
O 0.9297 11.2099 24.3005
O 13.654 4.354 15.1011
O 9.9796 3.7236 18.166
O 4.7148 10.3199 15.0236
O 6.2502 6.2691 14.4486
O 5.3611 -2.1525 20.8821
O 9.7489 10.9413 15.505
O 7.547 2.7125 18.1483
O 15.4497 12.2757 22.0705
O 7.976 1 22.1799
O 16.1215 6.1559 20.4677
O 11.9182 11.9464 14.4783
O -1.0565 12.928 19.713
O 4.0456 12.7195 20.0815
O 1.2969 9.0447 18.2027
O 13.0383 1.597 21.3437
O 15.3416 6.0508 14.2032
O 13.4981 5.0754 24.1634
O 4.6684 6.3119 23.1673
O 3.5724 8.4224 24.269
O 9.5765 2.9593 13.1354
O -1.1371 9.9682 18.0244
O 6.372 4.8327 24.5414
O 13.545 4.4415 21.6007
O 8.4428 4.84 14.4946
O 9.3279 5.9342 22.1685
O 13.7993 6.5128 19.1966
O 4.1193 7.7958 14.3263
O 7.0102 7.3627 24.0324
O 7.1926 7.8067 18.5347
O 10.9374 10.7006 23.0318
O -0.443 8.606 20.2144
O 2.1798 3.2153 23.7936
O 7.5626 -0.1591 19.8301
O 1.6217 3.9608 13.8044
O 3.2628 8.826 16.6206
O 0.6168 13.2804 16.3384
O 8.1345 10.1003 19.3982
O 6.5646 4.4059 16.3393
O 4.3331 8.5124 21.7548
O 9.7715 12.1857 21.1081
O 2.1085 11.1807 16.7445
O -1.4386 6.9099 21.9548
O 0.3422 5.2079 22.8917
O 3.4772 10.3514 18.8928
O -3.5384 0.4895 19.0612
O 2.2268 7.0435 22.4102
O 8.1071 9.2787 16.483
O 8.5229 3.5054 22.8356
O 3.2338 1.9993 21.5324
O 3.8335 2.4897 14.4934
O 2.5792 4.5462 21.5704
O 7.1641 11.2335 14.8556
O 13.5493 12.7356 17.0381
O 12.2353 3.0185 16.8786
O 9.6557 13.2624 14.2882
O 8.3708 4.2552 20.2322
O 13.1229 9.8308 15.636
O -3.1 8.2172 17.649
O 14.4851 11.9344 14.7014
O 5.1368 0.1023 14.5381
O 5.6356 1.9217 16.4327
O 6.6423 2.1869 24.152
O 12.4202 11.8504 21.1964
O 11.2048 3.3383 21.8643
O 9.1743 1.5249 24.5394
O 11.252 8.5706 24.6147
O 8.1201 2.444 15.5138
O 3.2889 0.7058 16.3579
O 10.9039 13.0849 16.6614
O 1.0422 0.9481 24.0515
O 8.8853 9.1153 23.4543
O 7.9872 6.6799 16.3395
O 5.7403 8.1979 16.3737
O 2.073 12.4155 14.3123
O -0.3515 3.0803 24.6706
O 12.6415 6.9149 11.7512
O 1.4996 0.5731 20.1827
O 3.8853 5.1445 14.3522
O 6.2873 9.767 23.1973
O 9.314 7.6811 20.1081
O 12.6693 2.5153 23.9224
O 10.9294 8.1309 22.0859
O 4.6457 3.5062 23.0461
O 2.5913 12.3749 22.3798
O 9.2887 1.7971 19.962
O 11.1597 13.4825 22.8765
O 14.107 14.6177 15.3265
O -3.586 10.8713 17.7906
O 6.9106 8.4406 21.0537
O 0.6194 10.9379 19.8283
O 9.9474 6.6807 10.4361
O 15.2229 7.6001 11.2766
O 5.363 7.1254 28.6673
O 1.8739 6.8182 28.7744
O 24.4015 1.627 27.1671
O 8.2659 12.2083 25.789
O 1.7569 4.958 26.9314
O 9.0541 -7.7522 27.9559
O -3.722 2.8281 11.5749
O 2.4301 -1.9487 12.2595
O 0.0567 2.1356 11.3152
O 10.6262 13.2918 11.8171
O 6.4429 2.3085 27.5364
O 0.7715 -2.6624 10.2909
O 34.7346 16.8788 30.0369
O 5.8905 8.7058 11.575

Results
free energy: -257821.997 eV
free energy less fixed offsets of O -568.88, Si -635.61 eV per atom: -4.457 eV

Forces (eV/angstrom), in the order of the atoms: element, x, y, z
Si -0.0265 -0.0117 -0.0423
Si 0.0186 -0.0364 -0.0417
Si 0.0122 -0.006 -0.075
Si 0.017 0.0101 -0.0514
Si 0.0361 -0.0611 -0.0191
Si 0.051 -0.0554 -0.0474
Si -0.0416 -0.0341 -0.0705
Si 0.0443 -0.0698 -0.048
Si -0.2005 -0.0055 -0.2096
Si 0.1276 -0.0491 -0.5505
Si 0.0135 -0.0042 0.0033
Si 0.0842 -0.1174 -0.2404
Si -0.2447 0.0946 0.1764
Si -0.1595 0.3719 0.431
Si 0.0512 0.1207 0.4226
Si 0.0891 0.0127 0.0722
Si 0.0237 -0.0643 -0.0279
Si 0.0094 -0.1651 -0.1588
Si -0.0087 -0.0303 -0.0548
Si -0.0275 -0.1143 -0.0786
Si 0.0416 0.1059 0.0451
Si 0.037 0.0541 0.0151
Si -0.0277 0.075 0.0377
Si 0.0515 0.1304 0.0906
Si -0.0557 -0.0385 -0.0524
Si -0.0617 -0.0383 -0.1065
Si -0.0184 -0.0159 -0.0068
Si -0.0784 -0.0228 -0.0286
Si -0.1226 0.075 0.226
Si -0.0024 0.096 0.2228
Si 0.0616 0.0325 -0.0064
Si -0.1769 0.0437 0.0115
Si -0.0019 0.018 -0.0315
Si -0.0199 0.0023 -0.0323
Si 0.0075 -0.0026 -0.0077
Si 0.0503 -0.019 -0.024
Si 0.0774 -0.032 0.0059
Si 0.0677 0.0063 -0.0068
Si 0.0419 -0.0413 -0.0346
Si -0.0028 0.035 0.0159
Si -0.02 0.026 0.0198
Si -0.0091 0.0425 -0.0016
Si 0.0079 0.0131 0.0306
Si 0.0408 0.0374 0.0202
Si -0.0555 -0.0287 -0.0062
Si -0.0407 0.0106 0.0285
Si 0.0413 -0.0447 -0.0093
Si -0.0361 -0.0349 0.0103
Si 0.1497 -0.057 -0.0651
Si 0.0104 -0.0258 0.1296
Si -0.1009 -0.0681 -0.0783
Si 0.0157 -0.0801 -0.1777
Si 0.0687 -0.017 -0.0119
Si -0.0737 0.0169 -0.0371
Si 0.0536 0.0372 -0.0947
Si 0.0393 -0.0022 -0.145
Si -0.0035 -0.143 -0.1035
Si 0.0015 -0.083 -0.0379
Si -0.0031 -0.0231 0.0031
Si -0.0492 -0.0466 -0.032
Si -0.0859 0.1519 0.0823
Si -0.0671 0.0714 0.0235
Si -0.0535 0.1392 0.1593
Si -0.0158 -0.0105 0.0232
Si 0.1988 0.4164 0.0829
Si 0.0899 0.1721 0.3156
Si -0.109 -0.0444 0.374
Si 0.0439 0.3242 0.2985
Si -0.0017 0.2978 0.2611
Si -0.0802 0.1996 0.0379
Si 0.0247 0.1991 0.1976
Si -0.0827 0.2889 0.505
Si -0.65 -0.1805 0.0718
Si 0.2788 -0.1258 -0.2498
Si -0.1234 0.1516 -0.0953
Si -0.1544 0.1901 -0.3302
Si 0.118 -0.069 -0.2908
Si -0.1321 0.1136 -0.0068
Si 0.1299 0.1614 0.0315
Si -0.1151 -0.195 -0.3218
Si -0.0528 0.1547 0.2333
Si -0.0156 0.0514 -0.0143
Si -0.1931 -0.547 -0.1229
Si 0.163 0.0566 0.1721
Si 0.1553 0.1193 0.0549
Si 0.1854 0.1941 0.1679
Si -0.2108 0.119 0.1713
Si -0.0678 -0.1645 0.4363
Si 0.0211 -0.3328 -0.1632
Si 0.1052 -0.3316 0.2268
Si -0.011 -0.101 0.0201
Si -0.0359 -0.3673 -0.2365
Si -0.0485 -0.2847 -0.4364
Si -0.1699 -0.2086 -0.3461
Si 0.1536 -0.0591 0.053
Si -0.1224 0.0321 -0.1232
Si -0.0457 0.0759 -0.1089
Si 0.0025 0.0182 -0.1517
Si 0.0403 -0.0767 0.0054
Si -0.0227 -0.0159 -0.0924
Si -0.1446 -0.0091 0.09
Si 0.0381 0.1565 0.1167
Si 0.1385 0.0971 0.038
Si -0.0234 -0.0863 -0.1574
Si 0.0684 0.0265 -0.2941
Si -0.0057 -0.1207 -0.0354
Si -0.1925 0.0037 0.002
Si 0.0596 0.059 -0.089
Si -0.0126 -0.0693 0.0741
Si 0.0465 -0.0974 -0.0858
Si -0.0915 0.0126 -0.0491
Si 0.0873 0.0978 -0.2386
Si -0.0235 -0.1151 -0.0292
Si 0.159 -0.0769 0.0261
Si 0.1232 -0.0763 -0.0195
Si -0.1118 0.0068 0.0044
Si 0.0028 -0.0113 -0.0827
Si 0.0113 -0.0829 -0.0557
Si 0.0465 0.0467 0.0157
Si -0.0214 -0.1258 -0.1427
Si -0.007 0.0386 -0.0535
Si -0.0748 -0.0025 -0.0283
Si -0.0615 -0.0053 -0.0766
Si 0.0424 0.0173 -0.1433
Si 0.0099 0.0498 0.0064
Si -0.0599 0.0272 0.0968
Si -0.0858 0.0108 -0.0167
Si 0.0077 0.0746 -0.0527
Si 0.1751 -0.3111 -0.2726
Si -0.1461 -0.0028 -0.1007
Si -0.0736 0.0329 -0.1738
Si 0.0996 -0.1225 -0.3388
Si 0.3296 0.0805 0.0233
Si 0.032 0.0283 0.2977
Si 0.3081 0.0585 0.498
Si -0.0467 -0.1018 -0.2538
Si -0.0153 0.1044 0.1019
Si 0.0312 0.0655 0.1005
Si -0.0027 0.0425 0.1041
Si -0.0345 0.0804 0.0619
Si -0.0149 0.0436 0.0523
Si -0.0031 0.0164 0.0067
Si -0.0052 -0.0391 0.1148
Si 0.0245 -0.0296 0.033
Si 0.0478 -0.0146 0.0501
Si -0.0254 -0.0778 0.0699
Si 0.0344 0.0209 -0.003
Si 0.0469 -0.0528 0.0072
Si 0.0431 -0.0496 0.0414
Si -0.0904 0.0163 -0.0038
Si -0.0799 0.0184 -0.0318
Si -0.0469 -0.0279 0.0983
Si -0.0005 0.0795 0.0861
Si 0.1122 -0.0119 0.1471
Si -0.0139 0.0299 0.1961
Si -0.0229 0.131 0.1011
Si -0.0133 0.0492 0.1081
Si -0.0639 -0.0018 0.0168
Si 0.1263 0.0613 0.0538
Si 0.0145 0.1562 -0.03
Si 0.0216 -0.0116 0.0881
Si -0.1057 0.006 -0.0623
Si 0.0473 -0.1307 -0.0753
Si 0.019 -0.036 0.0026
Si 0.0742 0.0009 0.2186
Si 0.0888 0.0258 -0.0244
Si 0.0161 0.199 0.0971
Si 0.0017 -0.0178 0.215
Si -0.0823 0.1041 0.0435
Si 0.049 -0.1016 -0.0265
Si -0.1782 0.0327 -0.049
Si 0.0782 -0.1123 0.029
Si 0.0407 0.0371 0.1597
Si -0.1843 0.0311 0.0785
Si 0.1535 0.303 -0.0403
Si -0.0671 0.0095 -0.1152
Si -0.0362 0.0561 0.1179
Si 0.0715 -0.115 0.0755
Si 0.1702 0.1481 0.4615
Si 0.02 -0.0898 0.0812
Si -0.004 0.1946 0.0737
Si 0.0172 0.3774 -0.1481
Si -0.034 -0.0337 -0.0015
Si -0.1281 -0.1982 0.2253
Si -0.1202 -0.019 -0.2085
Si -0.0252 -0.0896 -0.1573
Si -0.2859 -0.3772 0.0958
Si 0.0954 0.0266 -0.0364
Si 0.2307 -0.0817 0.2539
Si -0.1198 -0.0938 -0.0552
Si -0.0226 0.131 0.3996
Si 0.0078 0.0907 -0.6122
Si -0.2735 0.105 0.3855
Si 0.071 0.5018 0.4422
Si 0.1013 0.2524 -0.1642
Si 0.2582 0.2412 0.2639
Si -0.3328 -0.1391 -0.0295
Si 0.5955 -0.0483 0.0861
Si 0.0128 -0.2142 0.2336
Si 0.3245 0.035 0.5339
Si 0.0675 0.0619 -0.0851
Si -0.2441 -0.5512 0.1252
Si 0.2011 0.0682 -0.1378
Si -0.1053 0.3553 0.1073
Si -0.0813 -0.0953 -0.256
Si -0.1443 -0.2207 -0.3278
Si -0.0409 0.0073 0.0297
Si -0.0402 -0.3372 -0.3519
O 0.1254 -0.0314 -0.0684
O -0.0629 -0.0266 -0.0528
O -0.0626 -0.1584 -0.0913
O 0.0115 -0.0785 0.0186
O 0.0759 0.172 -0.0633
O 0.0481 0.0212 -0.0534
O 0.1333 -0.0235 0.0959
O 0.0083 -0.0308 -0.0838
O -0.1178 -0.1292 -0.0428
O 0.2024 0.126 -0.0088
O -0.0096 -0.1284 -0.0048
O -0.3036 -0.14 -0.6233
O 0.0063 -0.0521 -0.0862
O 0.0269 0.0136 -0.1894
O -0.1818 0.1072 -0.1532
O 0.0103 0.037 -0.2533
O -0.0481 -0.0402 -0.2757
O -0.1239 -0.0658 -0.304
O -0.1631 0.0751 -0.286
O 0.0325 -0.1049 -0.3752
O 0.0416 -0.2739 0.1393
O -0.1966 -0.1665 0.0706
O 0.053 0.0303 0.0323
O -0.1668 -0.0021 0.0441
O -0.0469 -0.0286 -0.084
O -0.1791 -0.0475 -0.1417
O 0.1215 -0.0481 0.0513
O 0.1694 -0.1431 0.0322
O -0.0448 0.1324 0.0899
O 0.0675 0.1907 0.4174
O 0.12 0.0832 0.0836
O -0.02 -0.0221 -0.1031
O 0.0428 -0.0198 -0.1476
O 0.0005 -0.0214 -0.0065
O 0.0052 0.0367 0.3239
O 0.0316 -0.0641 -0.0205
O 0.0242 0.0369 -0.0491
O -0.0931 -0.0442 0.0205
O -0.1026 -0.1174 0.1898
O 0.0146 -0.1546 0.5256
Si 0.0158 -0.0833 0.1282
Si 0.0185 0.1008 -0.0211
Si -0.007 0.0162 0.291
Si -0.2512 0.1721 -0.1461
Si 0.1052 0.022 0.0611
Si -0.0488 0.013 -0.2374
Si -0.0796 0.2637 0.3988
Si -0.0382 -0.0357 -0.1301
Si -0.0338 -0.0107 0.1821
Si -0.0079 0.0274 0.2961
Si 0.0624 -0.0141 -0.0669
Si 0.0417 0.1789 0.1418
Si 0.1002 -0.1489 0.0502
Si -0.0172 0.0275 -0.2307
Si 0.0473 0.337 0.2343
Si -0.0401 0.0817 0.0108
Si 0.009 -0.0541 -0.0592
Si -0.0137 0.0144 -0.0556
Si 0.0062 0.1805 0.303
Si -0.0473 0.0914 -0.1601
Si -0.0104 -0.1003 -0.0736
Si -0.058 -0.2065 0.0495
Si 0.2307 0.0242 -0.2322
Si -0.1024 0.0199 -0.1231
Si 0.0769 -0.1355 -0.0531
Si 0.0496 -0.0485 -0.07
Si 0.0312 -0.1376 0.0985
Si -0.042 0.266 -0.1885
Si 0.0967 -0.0885 -0.334
Si 0.1606 0.216 0.17
Si -0.0515 -0.0442 0.0992
Si 0.0614 -0.0709 -0.1177
Si -0.0874 0.0345 -0.1263
Si 0.0928 0.0519 0.0302
Si -0.0658 0.091 -0.1131
Si -0.0932 0.1085 0.1945
Si -0.0858 0.0512 0.0372
Si -0.0338 0.0435 0.0128
Si 0.1914 -0.0456 0.401
Si 0.1581 0.1085 0.0657
Si 0.0394 -0.076 -0.2002
Si 0.0042 -0.0321 -0.1034
Si 0.0145 0.0052 -0.0835
Si 0.0185 -0.0874 -0.1836
Si -0.136 -0.0372 0.2051
Si 0.011 0.0171 -0.1273
Si 0.0659 0.0911 -0.1825
Si -0.0908 -0.003 -0.0307
Si 0.0332 -0.0498 -0.1115
Si -0.0533 0.0533 0.4016
Si 0.3261 -0.049 0.2398
Si -0.0245 -0.1022 0.0553
Si -0.1051 -0.1151 -0.0966
Si -0.0198 -0.0299 -0.0634
Si -0.1379 0.0157 0.065
Si -0.0009 -0.0416 -0.0475
Si -0.1193 -0.0364 -0.0893
Si -0.0184 0.0002 0.0102
O 0.0115 0.0302 0.0892
O -0.0194 0.0152 0.0574
O -0.0196 0.0482 0.0798
O -0.066 -0.0159 -0.1332
O -0.0335 -0.0166 0.0465
O -0.0627 0.004 0.0115
O 0.0325 0.0397 0.0628
O -0.0961 0.0244 -0.1654
O -0.0152 0.0789 0.0294
O -0.0209 0.0118 0.1442
O -0.0117 0.0657 -0.0297
O -0.0025 -0.002 0.0065
O 0.0031 0.0683 -0.1013
O -0.1077 0.0903 -0.0927
O -0.0068 0.0493 0.0392
O 0.0279 0.0233 -0.0414
O 0.0532 -0.0139 0.125
O 0.0895 -0.0128 0.0688
O 0.0318 0.0236 0.0819
O -0.0638 0.0428 -0.0847
O 0.0784 -0.0306 -0.1702
O 0.0127 0.0018 0.0193
O 0.016 0.0027 -0.0059
O -0.0371 -0.0315 0.0516
O -0.0534 0.0441 0.0968
O 0.1026 -0.0761 -0.163
O 0.0052 0.0095 0.0534
O 0.0539 0.0169 0.0462
O 0.0131 -0.0256 0.262
O 0.1136 -0.0562 -0.0821
O 0.0566 -0.0099 0.0167
O -0.0014 -0.033 0.0852
O -0.0084 0.047 -0.0035
O -0.1008 -0.0435 -0.043
O 0.0778 0.0403 -0.0129
O 0.0517 0.0437 0.1284
O -0.043 0.0509 -0.1327
O 0.0539 0.0546 0.1276
O -0.0054 -0.0124 0.0857
O -0.0117 0.0145 0.031
O -0.0053 -0.0158 0.0797
O -0.076 -0.0122 0.1544
O -0.0191 0.0215 0.0196
O -0.0113 -0.0047 -0.1562
O -0.0254 0.0062 0.0723
O 0.0043 -0.0701 -0.0063
O 0.0453 -0.0106 0.0634
O -0.0103 0.0438 0.0234
O 0.0364 0.0297 0.0285
O 0.0216 0.0213 0.0423
O -0.0143 -0.0533 0.0121
O 0.0166 -0.0088 0.0101
O -0.0922 0.0723 -0.0475
O 0.0271 0.0206 0.0607
O 0.066 -0.0367 0.0765
O -0.0126 -0.0145 0.0179
O 0.0212 0.0352 -0.0234
O 0.0792 -0.1075 0.0665
O 0.0243 0.0182 -0.0167
O -0.058 0.048 -0.1628
O -0.0213 -0.0303 -0.0082
O -0.0835 0.029 -0.2069
O 0.0107 -0.025 0.0466
O -0.1068 0.0506 0.0521
O -0.0718 -0.0888 -0.1569
O 0.0227 -0.0297 -0.001
O 0.025 -0.0468 -0.0908
O -0.0177 0.008 0.04
O -0.0857 -0.1434 -0.1932
O 0.1042 -0.1549 -0.1843
O 0.0383 -0.0212 -0.0095
O 0.0109 -0.0626 0.0712
O -0.0493 0.0459 0.0308
O -0.0009 -0.021 0.0322
O 0.1168 -0.0778 0.1158
O 0.079 -0.1207 0.2114
O 0.0417 0.0165 -0.1394
O -0.0161 -0.0951 -0.0429
O 0.0098 -0.0621 -0.082
O -0.0545 0.022 0.0966
O -0.0117 0.0287 0.0592
O -0.0267 0.0529 0.0223
O -0.0582 0.0295 0.0348
O -0.055 -0.0619 -0.4118
O 0.0352 0.0195 0.1172
O -0.0112 0.2022 0.0307
O 0.0044 -0.0377 -0.0134
O -0.0149 0.0319 -0.054
O 0.0542 0.0105 0.08
O 0.0417 0.0217 -0.0049
O -0.0068 -0.0042 0.1137
O 0.0449 -0.0187 0.028
O 0.0122 0.0039 0.0567
O -0.0692 -0.0091 0.025
O 0.0358 -0.0184 0.0253
O 0.0063 0.0588 0.0063
O -0.0431 -0.095 -0.0474
O 0.0144 -0.0496 0.0436
O 0.0309 0.0248 -0.0159
O 0.0177 -0.0436 0.0275
O -0.0385 -0.0814 -0.3765
O 0.1642 -0.0708 -0.0741
O 0.1471 -0.0266 0.0274
O 0.0413 0.0372 -0.0138
O 0.0431 0.0808 -0.0293
O 0.1181 0.0947 -0.2247
O 0.1107 -0.1135 -0.0886
O -0.0145 -0.0122 0.1504
O -0.0411 -0.0042 -0.3752
O 0.0915 -0.135 0.0172
O 0.014 -0.1243 -0.2371
O 0.2492 0.0218 -0.2193
O 0.1348 0.0921 0.0672
O -0.2391 -0.0141 -0.3487
O -0.0665 -0.1546 0.0497
O -0.0264 0.0215 0.0906

The program warned: the cutoff lies below the one the program advises for these potential files; the forces do not sum to zero within the program's tolerance; the exchange-correlation potential is rough where the density is thin.
